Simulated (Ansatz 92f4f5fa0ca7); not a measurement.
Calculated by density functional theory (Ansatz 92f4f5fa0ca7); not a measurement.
Periodic cell of 240 atoms, Si143O91P6, from a study of silicon, its oxide and their interface. The atomic structure is a simulated model.
Doubt: the cutoff is far below the 930 eV that the study's wrapper takes by default for these files, so forces and energies are approximate.
This geometry differs little from another in the collection (a relaxation step or a small displacement).

Settings
functional: PBE
potential files: Ansatz PAW
basis: plane waves
wave-function cutoff: 580 eV
density cutoff ratio: 5
exchange-correlation grid ratio: 1
k mesh: 1 x 1 x 1, Gamma-centred
self-consistency stop: 5e-08 eV per atom in the density residual
occupations: fixed
spin: none
net charge: 0

Cell vectors (angstrom)
a  11.6015  0  0
b  0  10.938  0
c  0  0  31.8126

Atoms: element, x, y, z (angstrom)
Si  0.3172  -0.0574  23.3343
P  3.8501  -0.1543  23.1746
Si  7.8817  0.0134  23.2411
P  2.1372  1.3387  23.1923
Si  5.7319  1.1801  23.3089
Si  9.9367  1.2478  23.2889
Si  -0.0605  5.1805  23.2266
P  3.7541  5.4104  22.9386
Si  7.6042  5.4247  22.928
Si  1.7969  6.7202  23.0396
Si  5.6449  6.7298  23.1
Si  9.6415  6.5409  23.3383
Si  2.05  2.618  25.0816
Si  5.7788  2.7363  25.065
Si  9.7187  2.7041  25.1038
Si  11.7055  3.9263  25.1605
Si  3.8602  4.1827  24.9524
Si  7.7454  4.0127  24.9052
Si  1.9536  8.0889  25.0196
Si  5.7785  8.1673  25.0021
Si  9.6764  8.1573  25.0697
Si  11.6585  9.4504  25.1427
Si  3.8535  9.5415  25.0645
Si  7.7464  9.4962  25.0722
Si  11.6123  -0.0148  26.9955
Si  3.8741  -0.0438  27.0006
Si  7.7152  -0.0186  26.9747
Si  1.9739  1.3308  27.0279
Si  5.7797  1.3631  26.9951
Si  9.6578  1.3231  27.0057
Si  11.6471  5.4496  26.9819
Si  3.8928  5.4462  26.9614
Si  7.7441  5.4301  26.8961
Si  1.9741  6.8044  26.9929
Si  5.8198  6.8209  26.9618
Si  9.6853  6.7868  26.9883
Si  1.9336  2.7345  28.9134
Si  5.8008  2.7345  28.9134
Si  9.6679  2.7345  28.9134
Si  0  4.1018  28.9134
Si  3.8672  4.1018  28.9134
Si  7.7343  4.1018  28.9134
Si  1.9336  8.2035  28.9134
Si  5.8008  8.2035  28.9134
Si  9.6679  8.2035  28.9134
Si  0  9.5708  28.9134
Si  3.8672  9.5708  28.9134
Si  7.7343  9.5708  28.9134
Si  0  0  30.847
Si  3.8672  0  30.847
Si  7.7343  0  30.847
Si  1.9336  1.3673  30.847
Si  5.8008  1.3673  30.847
Si  9.6679  1.3673  30.847
Si  0  5.469  30.847
Si  3.8672  5.469  30.847
Si  7.7343  5.469  30.847
Si  1.9336  6.8362  30.847
Si  5.8008  6.8362  30.847
Si  9.6679  6.8362  30.847
Si  1.9336  2.7345  0.9679
Si  5.8008  2.7345  0.9679
Si  9.6679  2.7345  0.9679
Si  0  4.1018  0.9679
Si  3.8672  4.1018  0.9679
Si  7.7343  4.1018  0.9679
Si  1.9336  8.2035  0.9679
Si  5.8008  8.2035  0.9679
Si  9.6679  8.2035  0.9679
Si  0  9.5708  0.9679
Si  3.8672  9.5708  0.9679
Si  7.7343  9.5708  0.9679
Si  11.5612  0.0568  2.8664
Si  3.8768  0.0548  2.8931
Si  7.7118  0.0261  2.8911
Si  1.9151  1.4006  2.9037
Si  5.8007  1.4124  2.9119
Si  9.6356  1.4092  2.9112
Si  11.5747  5.4713  2.929
Si  3.8831  5.4871  2.9134
Si  7.7313  5.4726  2.928
Si  1.9289  6.8138  2.8445
Si  5.8094  6.88  2.9555
Si  9.6488  6.8589  2.9188
Si  1.9142  2.8049  4.812
Si  5.8013  2.7493  4.8805
Si  9.6763  2.672  4.9177
Si  11.5486  4.1331  4.909
Si  3.8715  4.1246  4.865
Si  7.7551  4.1056  4.8883
Si  1.9338  8.4047  4.5696
Si  5.7998  8.2701  4.9304
Si  9.6086  8.2956  4.8232
Si  11.5703  9.6574  4.793
Si  3.8837  9.6845  4.8547
Si  7.7049  9.7013  4.8771
Si  11.7313  0.1539  6.6649
Si  3.7037  0.1493  6.8044
P  7.8397  -0.0336  6.8347
P  1.9033  1.6416  6.7441
Si  5.9127  1.3629  6.8161
P  9.6694  1.3876  6.8462
Si  11.5512  5.7521  6.6902
Si  3.6824  5.6246  6.6988
Si  7.702  5.4942  6.8446
Si  1.864  7.0457  6.3911
Si  5.7431  6.8823  6.8987
Si  9.5225  7.0526  6.8353
O  0.3462  5.0881  8.1755
O  5.845  7.9253  8.2301
O  7.8203  4.4111  8.1475
O  6.0848  2.3204  8.1723
O  3.155  4.89  8.1369
O  3.2385  10.206  8.1614
O  1.8929  7.9308  7.7939
O  9.3083  8.2504  8.0313
O  0.5504  10.2166  8.0355
O  11.244  4.3212  21.8195
O  7.6989  5.0796  21.2702
O  8.1643  10.1353  21.8089
O  10.1492  1.9046  21.7835
O  10.0951  7.0032  21.8105
O  1.5449  7.6266  21.6462
O  5.8007  7.626  21.7023
O  5.5438  2.1012  21.9457
O  0.4621  10.0533  21.914
Si  1.8709  9.358  8.548
Si  3.9684  5.2547  9.5061
Si  5.3288  7.7966  9.7847
Si  11.5578  0.5392  13.8728
Si  0.8725  2.6896  18.3226
Si  7.7284  6.754  11.4984
Si  8.3811  4.4175  16.7934
Si  9.8405  8.2816  9.5917
Si  2.5203  3.7179  11.823
Si  10.1592  11.1288  11.0153
Si  4.9717  1.0999  15.4987
Si  11.381  3.0693  11.096
Si  0.1054  5.6972  9.6633
Si  6.0401  3.7697  14.6965
Si  6.6138  3.6514  8.9673
Si  2.9733  1.1227  13.1078
Si  11.7884  4.5707  13.5383
Si  8.2212  8.7732  13.7433
Si  7.6146  0.616  12.2744
Si  9.769  7.4389  20.3013
Si  7.7281  10.4614  20.2626
Si  1.6012  7.7399  11.212
Si  11.1668  7.5539  13.4563
Si  6.5438  7.946  20.2906
Si  3.9287  5.7124  15.599
Si  5.8936  1.9638  20.363
Si  10.6287  3.1496  20.8577
Si  0.7713  8.8622  20.86
Si  1.3196  9.0386  15.3342
Si  2.4865  9.2078  18.2551
Si  0.8997  5.178  16.4396
Si  9.0596  9.9045  17.6973
Si  10.2251  1.6836  16.3838
Si  3.6653  8.1203  13.6058
Si  4.8786  10.1114  11.847
Si  3.6912  1.1579  18.2697
Si  4.8411  7.3378  17.8709
Si  10.1366  6.8146  17.4758
Si  7.362  3.6824  11.9937
Si  7.8112  4.1826  19.8701
Si  6.5213  9.3871  16.2008
O  8.1675  7.7519  20.2681
O  10.3697  9.7647  10.096
O  1.3991  2.9914  10.8707
O  1.0811  4.1807  17.7093
O  9.7708  8.4381  17.3509
O  7.9207  2.2227  12.6291
O  6.3937  9.5407  19.9717
O  7.5152  7.5975  12.8678
O  3.45  -0.0219  12.0194
O  10.6304  1.5345  14.7944
O  8.7998  7.648  10.6578
O  8.0409  10.367  13.3482
O  0.3911  10.2891  14.8913
O  9.0432  10.2597  19.3027
O  4.2138  6.8458  14.4529
O  9.2825  3.4987  20.0084
O  10.8876  4.47  10.3848
O  4.5181  1.6598  16.9585
O  2.834  7.6454  12.2795
O  11.7988  4.3834  15.1684
O  9.8058  8.3787  13.7686
O  2.3406  5.6718  15.8934
O  4.5477  4.3124  15.0662
O  1.4088  6.2248  10.5365
O  10.9725  8.5213  20.0875
O  0.5531  7.7191  14.7455
O  9.9799  6.3902  19.061
O  6.3355  6.8886  10.6837
O  7.5127  8.6038  15.188
O  7.4627  9.8716  17.415
O  7.2235  1.0524  20.1345
O  11.5681  1.8398  17.2826
O  9.2384  2.995  16.6342
O  11.0567  3.3431  12.7039
O  2.7751  9.0704  14.5973
O  6.0384  0.3248  11.9511
O  6.2633  4.1311  13.116
O  5.0524  9.2757  10.4401
O  1.4998  9.0524  16.952
O  6.3744  3.4118  19.8566
O  5.4771  4.7941  9.1016
O  0.1882  2.7459  19.796
O  4.6666  5.965  17.0325
O  5.7618  10.6334  15.5268
O  6.9738  3.1879  10.485
O  5.3941  8.4168  16.8041
O  8.5332  11.2616  10.9616
O  9.2283  5.8119  16.5371
O  10.983  7.1363  9.5106
O  3.4269  10.5123  18.0427
O  7.8029  4.6687  18.3035
O  3.9705  6.8822  9.7307
O  7.2027  4.3987  15.6583
O  10.7537  1.6645  10.5191
O  0.2704  8.1327  12.0989
O  3.427  2.5821  12.5486
O  1.3543  1.1714  13.3025
O  10.9506  5.9483  13.2378
O  8.1284  5.1602  11.736
O  4.5925  1.4103  19.5921
O  6.0332  2.1555  14.8737
O  2.3116  1.9708  18.4678
O  4.9328  9.0161  13.0739
O  5.8533  7.0597  19.114
O  3.4006  7.868  18.4146
O  0.0611  6.4585  17.0188
O  9.6272  0.2227  16.8351
O  3.5553  4.5182  10.8771
O  1.7371  4.6257  12.9595
O  10.7421  0.0207  12.5442
O  3.6582  0.9144  14.5627
O  1.7059  9.4194  19.6553
O  1.8073  8.9713  10.1386

Results
free energy: -147191.918 eV
free energy less fixed offsets of O -568.88, P -755.39, Si -635.61 eV per atom: 0.732 eV

Forces (eV/angstrom), in the order of the atoms: element, x, y, z
Si  -0.0609  0.0919  -0.0272
P  -0.0334  0.1085  -0.0549
Si  0.0191  0.0904  0.0044
P  0.0037  -0.075  -0.0586
Si  0.0576  -0.0474  -0.0073
Si  -0.0095  -0.0723  0.0141
Si  -0.0139  -0.0046  0.008
P  0.0159  0.0146  -0.0129
Si  0.0158  -0.0329  0.0569
Si  -0.002  -0.0281  -0.0671
Si  0.0492  -0.0362  -0.0128
Si  -0.0354  -0.0198  0.0108
Si  0.0755  0.0447  0.0364
Si  -0.0506  0.0078  0.0336
Si  0.0069  -0.0156  0.0035
Si  -0.044  0.018  -0.0198
Si  0.0095  -0.0368  -0.0102
Si  0.0075  0.0432  -0.0373
Si  -0.0019  0.0193  0.017
Si  0.0337  -0.007  0.0158
Si  -0.0078  -0.0057  -0.0039
Si  0.0447  -0.0172  0.0378
Si  -0.0517  -0.0643  0.0928
Si  0.0004  0.0046  -0.007
Si  0.0317  0.0613  -0.0361
Si  0.0181  0.0811  -0.0484
Si  -0.0216  0.034  0.0007
Si  -0.0306  -0.0826  -0.0037
Si  -0.0044  -0.0437  -0.023
Si  -0.0001  -0.0132  -0.0046
Si  0.0129  0.0065  -0.0022
Si  -0.0008  0.0342  0.0069
Si  -0.0026  -0.0228  0.0049
Si  0.0194  -0.0269  -0.0072
Si  -0.0388  -0.0237  -0.0168
Si  0.0068  -0.0101  -0.0126
Si  0.0273  0.0297  0.1634
Si  -0.0249  -0.0058  0.1708
Si  -0.0262  -0.0402  0.0257
Si  0.0427  -0.1039  0.0443
Si  0.0568  -0.1396  -0.0909
Si  -0.0226  -0.0717  -0.3887
Si  0.0402  -0.0264  -0.0774
Si  0.0397  -0.0586  -0.0668
Si  0.0176  -0.1125  -0.0971
Si  0.0392  -0.0812  0.1289
Si  0.0335  -0.2525  0.2375
Si  -0.0884  -0.0615  0.0122
Si  -0.0046  -0.014  0.0089
Si  0.0247  0.0242  0.0095
Si  0.003  0.0348  0.0053
Si  -0.004  0.011  0.0029
Si  0.0068  -0.0506  0.0224
Si  0.0073  -0.0386  0.0195
Si  0.0063  0.0588  0.0324
Si  -0.0036  0.0969  0.0126
Si  -0.0151  0.159  0.0136
Si  -0.0021  0.0445  -0.0851
Si  0.0057  -0.102  -0.0226
Si  -0.0124  -0.0322  -0.0027
Si  0.0041  0.1032  -0.0586
Si  0.022  0.1811  -0.0478
Si  -0.0687  0.1806  -0.0157
Si  -0.0614  0.0369  0.1456
Si  0.0762  0.0174  0.0815
Si  -0.008  0.0346  0.0548
Si  -0.0241  0.0054  -0.3057
Si  0.0504  0.0391  0.1953
Si  -0.0215  0.0345  0.0653
Si  -0.0298  0.0499  0.0077
Si  0.009  0.0856  0.1501
Si  -0.0223  0.02  0.0114
Si  0.0092  0.0765  0.0397
Si  -0.0093  0.0584  0.0249
Si  -0.0083  0.0957  0.0353
Si  -0.0054  -0.0409  0.0144
Si  -0.0046  -0.0496  -0.0002
Si  0.0116  -0.0882  0.0128
Si  -0.0392  -0.0059  -0.0331
Si  0.0356  0.0019  -0.0099
Si  0.0034  -0.0127  -0.0223
Si  -0.0121  0.0013  0.0308
Si  0.0055  -0.0112  0.0205
Si  0.0127  0.0016  0.0151
Si  0.0029  -0.0863  -0.0034
Si  0.0549  -0.0229  -0.0498
Si  -0.062  -0.0436  -0.04
Si  0.0311  0.0642  0.0361
Si  -0.0082  0.0469  0.0248
Si  -0.019  0.0426  0.0198
Si  0.0332  -0.0019  0.0057
Si  -0.06  -0.0288  -0.0001
Si  0.0448  -0.0109  0.0177
Si  -0.0668  0.0093  -0.0687
Si  -0.0019  0.0067  -0.0156
Si  0.0543  -0.035  -0.0564
Si  0.0442  0.0849  0.049
Si  -0.0369  0.0566  -0.0048
P  -0.025  0.1874  -0.0226
P  -0.0208  -0.0528  -0.0033
Si  -0.0065  -0.0991  0.1551
P  0.0323  -0.1011  0.0317
Si  -0.0161  -0.0047  -0.0036
Si  -0.0015  0.0044  -0.0216
Si  0.0273  0.016  0.0016
Si  -0.0017  -0.0278  -0.0285
Si  0.0198  -0.0176  -0.0222
Si  -0.0395  -0.0149  -0.0301
O  0.0008  0.0001  0.0163
O  -0.0067  0.0159  0.0252
O  -0.0212  -0.0197  0.0152
O  0.0337  0.0452  -0.0438
O  0.0048  -0.0028  0.0102
O  -0.0262  -0.0112  0.0111
O  -0.0026  0.0121  0.0131
O  0.0125  0.0115  0.0293
O  0.0148  -0.006  -0.0048
O  0.0075  -0.0134  -0.0451
O  -0.0176  -0.0012  -0.0864
O  -0.0048  -0.0307  -0.0379
O  0.0133  0.0446  -0.0602
O  0.0056  0.0067  -0.0071
O  -0.0037  0.0219  0.0212
O  -0.021  0.0066  -0.0276
O  -0.0203  -0.0079  -0.0282
O  0.014  -0.0048  0.0136
Si  -0.0007  0.0237  -0.0524
Si  0.0185  -0.0151  -0.0187
Si  0.0073  -0.0059  -0.0288
Si  -0.0015  0.0026  0.0024
Si  -0.0119  0.004  0.0085
Si  0.0003  -0.0046  -0.0053
Si  -0.0053  -0.0006  0.0036
Si  -0.0046  -0.0091  -0.0343
Si  -0.0044  0.0002  -0.0019
Si  0.0065  -0.0029  -0.0092
Si  -0.0047  0.0028  -0.0001
Si  -0.0016  0.0078  -0.0094
Si  -0.0062  -0.0034  -0.0234
Si  -0.0004  0.003  -0.0048
Si  -0.0127  0.0035  -0.0589
Si  -0.0026  0.006  0.0042
Si  -0.0017  0.0015  0.003
Si  0.0051  -0.0034  0.0011
Si  0.0077  0.003  0.0047
Si  -0.0078  -0.01  0.0219
Si  0.013  0.0147  0.0551
Si  -0.0096  -0.0212  0.001
Si  -0.0028  -0.0021  0.0017
Si  0.0009  -0.0145  0.0334
Si  -0.0027  -0.0115  -0.0043
Si  0.0095  0.0135  0.0328
Si  -0.0115  -0.0057  0.068
Si  0.0243  -0.0216  0.0341
Si  -0.0024  -0.0003  -0.0084
Si  0.002  -0.0057  -0.02
Si  0.0033  -0.0108  -0.0065
Si  0.0034  0.008  -0.0073
Si  0.0061  0.0052  -0.0005
Si  -0.0008  -0.0021  0.0063
Si  -0.002  0.0031  0.008
Si  -0.0049  0.0094  -0.0055
Si  -0.0016  -0.0026  -0.0046
Si  0.0022  -0.0098  0.0007
Si  -0.0176  0.007  -0.0002
Si  0.022  0.0295  0.0559
Si  -0.002  -0.0044  -0.0107
O  -0.0049  0.0038  -0.0115
O  0.002  0.0009  0.0041
O  0.0035  -0.0016  -0.0034
O  -0.0011  0.0015  -0.0109
O  0.0002  0.0009  -0.0019
O  -0.0008  -0.0025  -0.002
O  -0.0092  -0.0056  -0.0099
O  0.0011  -0.0005  -0.0085
O  0.0033  -0.0028  -0.009
O  -0.0022  -0.0011  -0.0028
O  -0.0064  -0.0005  0.0112
O  -0.0008  -0.0049  -0.0022
O  0.0006  -0.001  -0.0013
O  0.0008  -0.003  -0.016
O  0.0001  0.0012  -0.0042
O  -0.0123  0.0032  -0.0291
O  -0.0021  -0.0077  0.0055
O  -0.0048  -0.0048  0.0031
O  -0.0007  0.0031  -0.0045
O  -0.0003  0.001  -0.0038
O  -0.0038  -0.0003  -0.0034
O  0.0007  0.0015  -0.0015
O  -0.0008  0.0023  -0.0034
O  0.0081  0.0113  0.0059
O  -0.0077  -0.0006  -0.0186
O  0.0005  -0.0022  -0.0025
O  0.0018  0.0064  -0.0084
O  0.0067  0.0049  0.007
O  -0.0025  0.0013  0.0059
O  -0.0035  -0.0019  -0.0009
O  -0.0134  -0.0015  -0.0196
O  -0.001  -0.0025  -0.0018
O  -0.0008  -0.0005  -0.0053
O  0.0005  0.0002  -0.0038
O  0.0042  0.0016  -0.0066
O  -0.0043  -0.0016  -0.0095
O  0.0064  -0.0036  -0.0071
O  0.0003  0.0009  0.0039
O  0.0047  0.0003  0.0107
O  -0.0136  -0.0162  -0.0115
O  0.0109  -0.0329  0.0095
O  0.016  -0.0096  -0.0203
O  -0.0044  0.0025  0.0032
O  -0.0002  -0.0017  -0.001
O  0.0059  0.0007  0.026
O  -0.0034  0.002  -0.0021
O  -0.0121  -0.0034  0.0045
O  0.0008  0.0035  -0.0002
O  0.0025  0.0022  0.0094
O  0.0008  0.0014  -0.0006
O  -0.0029  0.0002  -0.0168
O  -0.0025  -0.002  0.009
O  0.0029  -0.0009  0.0003
O  0.0017  0.001  0.0024
O  0.0042  0.0019  -0.0037
O  0.0006  -0.003  -0.0019
O  0.0002  -0.0015  -0.0059
O  0.0013  -0.0012  -0.0032
O  -0.0058  0.0079  -0.0003
O  -0.0029  -0.0047  -0.0192
O  -0.001  -0.0004  -0.0023
O  0.0036  -0.0086  -0.0073
O  0.0024  -0.0004  -0.0045
O  0.0042  0.0029  -0.0037
O  -0.0031  0.0039  -0.0031
O  -0.007  0.0037  0.0004
O  -0.0061  -0.0067  -0.0017
O  -0.0023  0.0011  0.0062
O  -0.0004  -0.0012  -0.0035
O  -0.0003  -0.0002  -0.003
O  0.0032  -0.0029  -0.0003
O  -0.0122  -0.0038  -0.0075
O  -0.0016  -0.0038  0.0268

The program warned: the cutoff lies below the one the program advises for these potential files; the exchange-correlation potential is rough where the density is thin.
